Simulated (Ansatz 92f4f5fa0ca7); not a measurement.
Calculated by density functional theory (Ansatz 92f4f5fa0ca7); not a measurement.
Periodic cell of 223 atoms, Si132O90As1, from a study of silicon, its oxide and their interface. The atomic structure is a simulated model.
Doubt: the cutoff is far below the 930 eV that the study's wrapper takes by default for these files, so forces and energies are approximate.
This geometry differs little from another in the collection (a relaxation step or a small displacement).

Settings: functional PBE; potential files Ansatz PAW; basis plane waves; wave-function cutoff 580 eV; density cutoff ratio 5; exchange-correlation grid ratio 1; k mesh 1 x 1 x 1, Gamma-centred; self-consistency stop 5e-08 eV per atom in the density residual; occupations fixed; spin none; net charge +1 e, with a uniform compensating background and no finite-size correction.

Cell vectors (angstrom)
a  10.938  0  0
b  0  10.938  0
c  0  0  32.1988

Atoms: element, x, y, z (angstrom)
Si  10.5876  0.2252  24.851
Si  5.7318  10.6832  24.7256
Si  2.4767  2.9156  24.6173
Si  8.415  2.4563  24.8097
Si  0.2715  5.168  24.7289
Si  5.1454  5.7398  24.6743
Si  2.9343  8.0195  24.578
Si  7.9381  8.4407  24.7038
Si  1.3265  1.3873  26.0179
Si  6.8425  1.3043  26.1109
Si  4.0363  4.1019  25.9749
Si  9.6226  4.046  26.0662
Si  1.4023  6.8156  25.9826
Si  6.7591  6.867  26.0032
Si  4.1021  9.5362  25.9851
Si  9.4406  9.5808  26.1362
Si  2.722  -0.0071  27.327
Si  8.1543  -0.0133  27.558
Si  0.0072  2.706  27.4795
Si  5.436  2.7432  27.35
Si  2.7309  5.466  27.4216
Si  8.1469  5.43  27.3025
Si  0.0197  8.2216  27.3253
Si  5.4314  8.1971  27.439
Si  4.0749  1.3642  28.7353
Si  9.576  1.3532  28.8452
Si  1.3725  4.0966  28.7954
Si  6.816  4.0931  28.7505
Si  4.0957  6.8161  28.8018
As  9.5496  6.8217  28.7501
Si  1.371  9.5743  28.746
Si  6.7712  9.5512  28.8457
Si  0.021  -0.0178  30.166
Si  5.4193  0.0151  30.1673
Si  2.7373  2.7225  30.1571
Si  8.188  2.7419  30.1432
Si  0.0173  5.4282  30.1905
Si  5.4733  5.4542  30.1545
Si  2.7281  8.2113  30.1288
Si  8.1604  8.2167  30.2154
Si  1.3795  1.3553  31.5403
Si  6.8196  1.3776  31.504
Si  4.1114  4.0848  31.524
Si  9.5421  4.0915  31.5365
Si  1.3606  6.8646  31.5007
Si  6.8351  6.7942  31.5597
Si  4.0742  9.5718  31.531
Si  9.5964  9.5597  31.5388
Si  2.7372  -0.0061  0.7291
Si  8.1876  0.0057  0.6649
Si  0.0006  2.7297  0.6989
Si  5.4796  2.7266  0.7056
Si  2.7303  5.4827  0.6555
Si  8.2141  5.4492  0.7398
Si  0.0101  8.1848  0.7123
Si  5.4645  8.2136  0.6965
Si  4.1307  1.3592  2.0807
Si  9.5565  1.3495  2.054
Si  1.3745  4.1321  2.0322
Si  6.8444  4.0731  2.0931
Si  4.0981  6.8289  2.0544
Si  9.587  6.8296  2.0862
Si  1.3799  9.543  2.0805
Si  6.8309  9.5976  2.055
Si  -0.0144  -0.0341  3.3996
Si  5.4951  0.0086  3.4884
Si  2.7732  2.7893  3.3706
Si  8.1933  2.6857  3.469
Si  0.031  5.4706  3.4535
Si  5.4728  5.4651  3.4187
Si  2.7696  8.2009  3.4647
Si  8.2043  8.2299  3.3921
Si  1.3887  1.3937  4.6356
Si  6.8473  1.3446  4.9286
Si  4.152  4.0846  4.8176
Si  9.579  4.0773  4.7735
Si  1.4173  6.8278  4.8386
Si  6.8199  6.8894  4.7383
Si  4.1367  9.5738  4.8585
Si  9.5532  9.5519  4.8052
Si  2.7461  0.1153  6.0604
Si  8.2079  -0.0644  6.2832
Si  0.0276  2.6671  6.0533
Si  5.4745  2.7262  6.3031
Si  2.8176  5.4747  6.1967
Si  8.1735  5.4794  6.0425
Si  0.0121  8.1876  6.1636
Si  5.5268  8.2208  6.2459
Si  3.8369  1.57  7.613
Si  9.8415  1.1367  7.4687
Si  1.6265  3.7978  7.3216
Si  6.6568  4.4141  7.4877
Si  4.4081  6.6296  7.5616
Si  9.3664  6.9467  7.4125
Si  1.1469  9.9174  7.2982
Si  7.1565  9.2292  7.6824
O  8.3052  8.0834  7.9068
O  2.7131  2.7311  7.9533
O  9.5163  1.3452  24.2596
O  4.0436  6.8629  24.1292
O  0.0366  0.0239  7.9608
O  5.5333  5.5086  8.0343
O  6.8432  9.5717  24.1877
O  1.3701  4.0657  24.1532
O  3.864  7.3795  8.9441
O  0.8011  4.3748  8.6009
O  9.8126  6.1745  8.802
O  2.1352  9.3778  8.4847
O  7.5236  3.9256  8.7979
O  4.2692  0.9201  9.0715
O  6.7323  9.5594  9.2297
O  9.2126  1.8547  8.8061
O  7.6976  3.1532  23.52
O  10.483  5.8491  23.4394
O  5.0819  0.443  23.4004
O  5.8594  5.0904  23.3524
O  3.0991  2.2049  23.2631
O  2.2986  8.7234  23.2165
O  8.6279  7.7654  23.3785
O  0.2245  10.3008  23.6054
Si  4.3844  1.5689  22.4468
Si  3.4897  7.931  14.0278
Si  7.1161  0.9561  14.6627
Si  0.9433  9.3561  22.5032
Si  1.1844  4.3103  11.8851
Si  6.267  8.9632  15.3128
Si  0.6782  1.3712  12.2941
Si  8.6268  4.9489  20.4891
Si  0.3278  5.7165  9.3673
Si  5.1019  3.124  17.9362
Si  0.8873  3.7477  16.7402
Si  10.4042  2.8508  19.2162
Si  5.2823  1.1852  10.3549
Si  0.882  0.1828  19.8349
Si  6.6468  9.4619  10.8743
Si  9.3375  9.6753  18.3203
Si  9.3915  9.249  12.5714
Si  6.5685  3.8454  22.5681
Si  2.4417  8.0668  9.3833
Si  10.5889  7.368  17.0717
Si  2.5099  6.2924  16.573
Si  10.1772  4.4938  14.1884
Si  6.1401  9.1809  18.5075
Si  7.97  2.5714  9.5878
Si  8.8809  2.1452  12.4565
Si  5.3345  6.2443  18.0601
Si  3.9236  0.5525  19.45
Si  4.2799  3.8436  12.0502
Si  5.543  6.603  12.1382
Si  8.0111  2.5042  17.212
Si  4.3598  2.4804  14.9631
Si  1.5391  1.2144  15.2551
Si  1.5685  9.4185  12.0462
Si  8.0516  6.8534  13.8637
Si  10.3818  9.839  15.485
Si  9.8078  7.0156  22.5244
Si  8.1036  5.485  17.3925
O  6.0463  7.9625  11.2894
O  6.0204  9.2059  16.8921
O  7.6789  1.3644  13.1931
O  0.8948  1.7499  13.8635
O  9.4227  6.2598  16.8762
O  6.7601  6.2046  13.1352
O  5.1297  4.6599  18.6081
O  9.229  2.1621  18.2696
O  2.3647  0.0911  19.0772
O  9.4123  10.235  16.765
O  2.7911  4.4374  11.7084
O  5.0649  10.3191  19.101
O  9.4268  3.2423  13.4961
O  0.4581  1.77  19.9519
O  3.1526  1.3645  15.0616
O  8.1594  5.373  19.01
O  3.8893  6.6009  17.3892
O  4.577  3.283  16.3828
O  9.0643  5.6701  14.3094
O  5.4458  2.7607  22.1331
O  10.6733  4.1523  15.6855
O  0.3446  3.8736  18.2776
O  10.4231  10.5123  19.2221
O  9.6432  10.0298  14.0269
O  10.9169  8.115  22.0762
O  1.1901  2.1627  16.5286
O  9.7351  3.7517  20.4126
O  8.1308  4.0314  16.6705
O  -0.0419  9.1063  11.9044
O  6.5861  2.4197  18.0076
O  5.5841  10.721  11.1968
O  7.7494  9.59  18.8428
O  10.0291  1.0276  12.0571
O  1.3141  6.9583  9.0471
O  0.6261  4.7679  13.3515
O  5.7073  7.6207  18.978
O  5.2389  5.0879  11.515
O  2.7123  6.9874  15.113
O  0.911  2.7487  11.4626
O  0.8614  10.687  15.5465
O  2.3982  8.5882  10.9099
O  4.6982  2.4351  11.2673
O  4.2551  3.5114  13.6769
O  2.2049  4.6823  16.4806
O  10.7031  8.2515  15.6946
O  6.9288  10.289  14.6626
O  2.344  8.9573  13.4227
O  8.031  1.5183  15.9067
O  4.1255  6.9969  12.8509
O  4.1774  2.0095  18.7214
O  7.2952  4.4206  21.2563
O  8.4077  2.9291  11.1075
O  1.1762  6.86  17.3545
O  5.6518  1.5728  14.757
O  8.1315  9.7618  11.588
O  9.1994  6.2876  21.2212
O  8.9573  7.7183  12.8503
O  1.6529  0.1236  11.8742
O  6.6377  6.1468  17.0539
O  7.3995  7.8015  15.0386
O  1.2074  10.3179  21.2331
O  10.0341  8.1994  18.3544
O  3.9487  0.8432  21.072
O  0.3462  5.3422  10.9317
O  6.6935  1.5769  9.6301
O  4.7789  8.7043  14.6785

Results
free energy: -139961.428 eV
free energy less fixed offsets of As -4856.12, O -568.88, Si -635.61 eV per atom: -5.588 eV

Forces (eV/angstrom), in the order of the atoms: element, x, y, z
Si  0.0046  -0.0072  0.0267
Si  0.003  -0.0071  0.0001
Si  0.0051  0.0084  -0.0023
Si  -0.0037  0.004  0.0021
Si  0.0046  0.0108  0.0025
Si  -0.01  0.0105  0.0094
Si  0.0102  -0.0213  0.015
Si  -0.0033  -0.0018  0.0067
Si  0.0175  -0.0272  -0.0037
Si  -0.0212  0.0203  0.0043
Si  0.0168  -0.0082  0.0048
Si  -0.0237  0.0193  -0.0017
Si  -0.0057  0.014  0.0096
Si  0.0052  -0.0118  0.001
Si  -0.0135  0.015  0.0021
Si  0.0199  -0.0131  0.0026
Si  0.0046  -0.0023  -0.0002
Si  -0.0085  -0.0117  0.021
Si  0.0066  0.0105  0.0256
Si  -0.0013  -0.0019  -0.0016
Si  -0.006  0.0043  0.0069
Si  -0.0026  -0.0008  -0.0037
Si  0.0063  -0.0019  -0.0064
Si  0.0013  -0.0035  0.0155
Si  -0.0005  -0.002  -0.0003
Si  0.0011  -0.0017  0.0104
Si  -0.0032  -0.0001  0.0021
Si  0.0024  -0.0014  -0.0032
Si  0.0023  0.0005  -0.0024
As  0.0021  -0.0002  0.0013
Si  -0.0044  0.0019  -0.0032
Si  -0.0052  0.0043  0.005
Si  -0.0009  -0.0011  0.0015
Si  0.0008  -0.0052  -0.005
Si  0.0017  0.0023  -0.0046
Si  0.0012  0.0014  0.0028
Si  0.0013  0.0021  0.0078
Si  -0.0015  0.0035  -0.0002
Si  0.0018  -0.0031  0.0009
Si  -0.0022  -0.0021  0.0066
Si  0.0015  -0.001  -0.0019
Si  -0.0017  0.0003  -0.0007
Si  0  -0.0035  -0.0004
Si  0  0.0036  -0.0027
Si  -0.0028  -0.002  -0.0014
Si  0.0016  0.0032  -0.0031
Si  0.0009  0.0039  -0.0016
Si  0.0003  -0.0013  -0.0024
Si  -0.002  -0.005  -0.0006
Si  0.0024  -0.0003  -0.0012
Si  -0.0043  0.0014  -0.0011
Si  0.0025  0.0026  -0.0017
Si  -0.0001  0.0059  -0.0016
Si  0.0021  -0.0037  0.0009
Si  0.0012  -0.0014  0.0003
Si  -0.0019  -0.0037  -0.0002
Si  0.0005  0.0038  -0.0015
Si  -0.0017  -0.0043  0.0021
Si  0.0048  0.0015  -0.0003
Si  -0.0026  -0.0015  -0.0006
Si  -0.002  -0.0036  0.0022
Si  0.0006  0.0034  -0.0021
Si  -0.005  -0.0001  0.0001
Si  0.0048  0.0007  -0.0012
Si  0.0035  -0.0007  0.0077
Si  0.0028  -0.0005  0.0055
Si  -0.0034  -0.0007  0.0074
Si  -0.0044  -0.0009  -0.0034
Si  -0.0006  0.0014  -0.0047
Si  -0.0018  -0.0029  0.0075
Si  0.0016  -0.0005  -0.0031
Si  0.0006  0.0023  0.0035
Si  -0.0014  0.0012  -0.0157
Si  0.0009  -0.0018  -0.0027
Si  0.0043  0.0042  -0.0141
Si  0.0001  -0.0036  0.0032
Si  0.0031  0.0001  -0.0026
Si  -0.0016  0.0001  -0.008
Si  0.0002  0  0.0039
Si  0  0.0003  -0.0158
Si  0.0037  -0.009  -0.0062
Si  -0.0041  0.0084  -0.0021
Si  -0.001  0.0067  0.0013
Si  0.0047  -0.0068  -0.0047
Si  -0.0056  0.001  -0.0025
Si  0.005  -0.0028  -0.0015
Si  0.0008  -0.0056  -0.0017
Si  -0.0069  0.0047  -0.0061
Si  -0.0164  0.0082  -0.0011
Si  0.0135  -0.003  -0.0136
Si  0.0007  -0.015  -0.014
Si  -0.0017  0.0092  -0.0064
Si  0.0098  0.0006  -0.0074
Si  -0.0072  -0.0036  -0.0075
Si  0.0004  0.0129  -0.0059
Si  0.003  -0.0136  0.0005
O  0.0002  0.0093  -0.0011
O  0.0082  0.0042  0.0038
O  0.0001  0.0082  0
O  0.001  0.0023  -0.0067
O  -0.0088  -0.0051  0.0047
O  -0.004  -0.0027  0.0009
O  0.0003  0.0032  -0.0015
O  -0.0043  -0.01  0.0021
O  -0.0089  0.0067  0.0097
O  -0.0095  0.0131  0.0163
O  0.0079  -0.0071  0.0091
O  0.0121  -0.0154  0.0176
O  0.0088  -0.0134  0.0125
O  0.0126  -0.0043  0.0154
O  -0.0034  0.0018  0.0189
O  -0.0145  0.0104  0.0148
O  -0.0155  0.0138  -0.0221
O  -0.0101  0.0132  -0.0167
O  -0.0126  0.0151  -0.0161
O  0.0157  -0.0187  -0.0165
O  0.0108  -0.0106  -0.0104
O  -0.0159  0.0132  -0.0142
O  0.0166  -0.016  -0.0219
O  0.0166  -0.0229  -0.0465
Si  0.0057  0.0038  0.0306
Si  -0.0014  -0.0006  -0.0012
Si  0.0033  0.0027  -0.0008
Si  0.0002  -0.0082  0.0298
Si  -0.005  0.0081  0.0031
Si  -0.0023  -0.0012  0.0019
Si  0.0019  0.0004  0.0103
Si  -0.0053  0.0084  0.0127
Si  -0.0043  -0.0008  -0.0182
Si  -0.0027  -0.0036  -0.0099
Si  -0.0042  0.0006  -0.0021
Si  -0.0006  0.0021  -0.0025
Si  -0.0009  -0.0042  -0.0106
Si  0.0109  -0.0108  0.0001
Si  -0.0079  0.0083  -0.0121
Si  0.0048  0.0058  -0.0074
Si  -0.0035  0.0026  0.0061
Si  -0.0058  0.0025  0.0268
Si  0.0019  -0.0005  -0.0197
Si  -0.0013  0.0002  -0.0072
Si  0.0017  0.0007  -0.0095
Si  0.0029  -0.0034  0.001
Si  -0.0036  0.0049  -0.0127
Si  0.0023  0.0045  -0.0182
Si  -0.0036  0.0054  0.0003
Si  0.0029  -0.0016  -0.0135
Si  -0.007  0.0032  0.0081
Si  0.0028  -0.005  0.0089
Si  0.001  0.0044  0.0101
Si  0.002  -0.0001  -0.0059
Si  0.0008  0.0065  -0.0041
Si  -0.0029  0.0027  -0.0037
Si  0.0098  -0.0065  0.0019
Si  -0.0012  -0.0008  0.0033
Si  -0.0018  0.0019  -0.0045
Si  -0.0032  0.005  0.0271
Si  0.0013  -0.0024  0.0008
O  -0.0024  -0.0109  -0.0029
O  0.0001  0.0002  -0.0005
O  -0.0047  -0.0035  0.0006
O  0.0033  -0.0012  0.004
O  0.0021  0.0021  0.0034
O  0.0071  0  -0.0022
O  0.0001  0.0027  0.0083
O  -0.0069  -0.0013  0.002
O  0.0031  0.0003  0.0026
O  0.0002  -0.0007  0.0007
O  0.0004  -0.0011  -0.0089
O  0.0067  -0.0071  0.0046
O  0.002  0.0049  -0.0029
O  -0.0033  0.0026  0.0077
O  0.0003  -0.0011  0
O  -0.0048  0.0034  -0.0129
O  -0.0023  0.0002  0.0064
O  -0.0002  0.0003  0.0012
O  -0.0004  0.0005  -0.0035
O  -0.003  -0.0036  0.0001
O  0.0014  0.0003  0.003
O  0.005  0.0035  -0.0002
O  -0.011  -0.0047  0.0017
O  0.0018  0.0014  0.0039
O  0.0021  0.0046  0.0039
O  0.0007  -0.0007  0.0026
O  0.0055  -0.0078  0.001
O  -0.0015  0.0002  0.0005
O  -0.0051  0.0013  -0.0077
O  0.0016  0.0007  0.0062
O  0.0006  -0.0054  -0.0021
O  0.0002  -0.0009  0.0088
O  0.0014  0  -0.0079
O  0.0008  0.0014  -0.0007
O  -0.0046  0.0006  0.0016
O  -0.0009  -0.0014  0.0106
O  0  0.0036  -0.0087
O  -0.0012  -0.0012  0.0035
O  -0.0007  -0.0036  -0.0068
O  0.0001  -0.0002  0.0015
O  -0.0064  0.0107  0.0155
O  -0.0056  0.0135  0.0006
O  -0.0001  -0.0058  0.006
O  0.0008  0.0004  0.003
O  0.0004  -0.0001  0.0002
O  -0.0008  -0.0013  -0.0029
O  0.004  -0.0021  0.0008
O  -0.0005  0.0002  0.0016
O  -0.0049  0.004  -0.0025
O  0.0045  0.0077  0.0014
O  0.0184  0.0081  -0.0144
O  0.0079  -0.0021  0.0156
O  -0.0001  0.0003  0.0065
O  -0.0001  -0.0013  -0.0011
O  0.0135  -0.0024  -0.0005
O  -0.0096  -0.0167  -0.0126
O  -0.0013  -0.0032  -0.0049
O  -0.0033  0.0022  -0.0075
O  -0.0003  0  0.0024
O  -0.001  0.0031  0.0003
O  -0.0008  0.0207  -0.0225
O  0.0007  -0.0023  0.0048
O  -0.0062  -0.013  -0.0247
O  0.0044  -0.0099  0.0143
O  -0.0061  -0.0019  -0.0024
O  0.0031  0.0015  -0.0005

The program warned: the cutoff lies below the one the program advises for these potential files; the exchange-correlation potential is rough where the density is thin.
